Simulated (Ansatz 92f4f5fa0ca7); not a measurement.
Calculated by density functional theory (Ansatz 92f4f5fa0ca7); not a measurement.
Periodic cell of 215 atoms, Si132O82As1, from a study of silicon, its oxide and their interface. The atomic structure is a simulated model.
Doubt: the cutoff is far below the 930 eV that the study's wrapper takes by default for these files, so forces and energies are approximate.
This geometry differs little from another in the collection (a relaxation step or a small displacement).

Settings
functional: PBE
potential files: Ansatz PAW
basis: plane waves
wave-function cutoff: 580 eV
density cutoff ratio: 5
exchange-correlation grid ratio: 1
k mesh: 1 x 1 x 1, Gamma-centred
self-consistency stop: 5e-08 eV per atom in the density residual
occupations: fixed
spin: none
net charge: +1 e, with a uniform compensating background and no finite-size correction

Cell vectors (angstrom)
a  10.938  0  0
b  0  10.938  0
c  0  0  31.5432

Atoms and the computed forces on them: element, x, y, z (angstrom), force x, y, z (eV/angstrom)
Si  10.3733  0.5553  24.3194  -0.0068  -0.0102  0.0049
Si  6.0507  10.5044  24.1336  -0.002  -0.0045  -0.0127
Si  2.1531  3.3213  24.0469  0.0102  0.0023  0.0021
Si  8.6815  2.2735  24.2907  0.0093  0.0013  -0.0088
Si  0.478  5.0796  24.1521  -0.0001  -0.0055  -0.0121
Si  5.0594  5.8969  24.1757  -0.0015  -0.0018  -0.0092
Si  3.3971  7.6453  24.1417  0.0006  0.0004  -0.0108
Si  7.83  8.8251  23.9831  0.0018  0.0037  -0.0057
As  1.3388  1.4884  25.4601  0.0024  -0.005  0.0028
Si  6.9232  1.2897  25.495  0.0005  -0.0079  0.0067
Si  4.0487  4.1024  25.3309  -0.0019  -0.0058  -0.0041
Si  9.66  4.1003  25.4103  -0.0123  0.006  0.0124
Si  1.5067  6.8154  25.3604  0.0067  0.0017  0.0045
Si  6.8952  6.9506  25.2385  -0.0001  -0.0004  -0.0002
Si  4.237  9.525  25.3196  -0.0013  0.0027  0.0014
Si  9.5288  9.6202  25.4472  0.0033  0.0022  -0.0016
Si  2.8229  -0.0418  26.6976  0.0004  0.0053  -0.0024
Si  8.2245  -0.0344  26.9455  -0.0003  0.003  -0.0057
Si  -0.0234  2.8029  26.9588  0.0003  0.0007  -0.0086
Si  5.4629  2.7272  26.6646  -0.0029  0.0055  -0.0016
Si  2.7623  5.4354  26.8318  -0.0025  0.0013  -0.0018
Si  8.2205  5.5265  26.6299  0.0066  -0.0026  -0.0067
Si  0.0483  8.1955  26.6526  -0.0046  0.0042  -0.0023
Si  5.5519  8.1973  26.7956  0.003  0.0042  0.0004
Si  4.124  1.3796  28.0865  -0.0012  -0.0012  0.0024
Si  9.5891  1.3501  28.2532  -0.0041  -0.0008  0.0026
Si  1.4105  4.1233  28.2466  0.0026  0.0049  0.0006
Si  6.8393  4.1346  28.0236  -0.0002  -0.0035  0.0056
Si  4.1619  6.8174  28.1412  -0.0042  0.0075  0.008
Si  9.597  6.845  28.0546  0.0006  0.0003  0.003
Si  1.3794  9.5731  28.0617  -0.0035  -0.0018  0.0067
Si  6.8496  9.5294  28.2419  -0.0049  0.0014  0.0001
Si  0.0546  -0.0261  29.5437  0.0017  -0.0054  0.0003
Si  5.4521  0.003  29.4997  -0.0007  -0.004  -0.0011
Si  2.7714  2.7039  29.5391  0.0047  -0.0006  0.004
Si  8.1737  2.7744  29.4786  -0.0036  0.0025  -0.0027
Si  -0.0191  5.5002  29.5014  -0.0005  0.0024  -0.0002
Si  5.5114  5.4477  29.5058  0.0012  -0.0042  -0.0008
Si  2.7583  8.2071  29.4517  0.0061  0.0003  -0.0055
Si  8.2555  8.1577  29.5336  0.0041  -0.0015  0.0014
Si  1.3994  1.3507  30.9183  -0.0011  -0.0001  0.0001
Si  6.8197  1.3802  30.8424  0.001  0.0024  0.0019
Si  4.1342  4.0885  30.8907  -0.0006  0.0011  0.0003
Si  9.5525  4.1176  30.8498  -0.0001  -0.0015  0.0007
Si  1.3743  6.8582  30.8336  -0.0021  0.0004  0.0022
Si  6.8709  6.8005  30.9002  -0.003  0.0029  -0.0005
Si  4.0922  9.572  30.8528  -0.0027  -0.0003  0.0011
Si  9.6034  9.5431  30.9021  -0.0004  0.0012  0.0007
Si  2.7539  -0.0361  0.7306  0.001  0.0005  -0.0016
Si  8.1808  0.0001  0.6657  0.0013  -0.004  -0.0004
Si  -0.028  2.7462  0.6774  0.0016  -0.0007  0.0008
Si  5.4829  2.7076  0.7188  -0.0009  0.0003  -0.0023
Si  2.7172  5.478  0.6671  0.0017  -0.003  -0.0005
Si  8.2203  5.4301  0.7384  -0.0001  0.0009  -0.0006
Si  0.0378  8.1746  0.7221  0  0.0013  -0.002
Si  5.4691  8.2078  0.6712  0.0029  -0.0008  0.0005
Si  4.1228  1.3308  2.0836  0.001  -0.0002  0.0028
Si  9.5257  1.3753  2.0326  -0.0036  0.0038  -0.002
Si  1.3238  4.1304  2.0476  -0.0026  0.0037  0.002
Si  6.8539  4.0484  2.0929  0.0016  -0.0027  0.001
Si  4.0766  6.8581  2.0279  -0.004  0.0029  -0.0016
Si  9.608  6.7957  2.0793  0.0027  -0.0019  0.0016
Si  1.3864  9.5413  2.0966  -0.001  -0.0012  0.0011
Si  6.8265  9.5688  2.0628  0.0007  -0.0001  0.0027
Si  -0.0526  -0.0133  3.3478  0.0048  -0.0034  0.0042
Si  5.4726  -0.027  3.5064  0.0002  -0.0006  -0.0036
Si  2.6915  2.7203  3.3406  -0.0025  -0.0025  0.0007
Si  8.1921  2.6779  3.5173  0.001  0.0034  -0.003
Si  -0.0135  5.4551  3.5364  0.0016  -0.0022  -0.0055
Si  5.4477  5.4689  3.3306  0.002  -0.0021  0.0055
Si  2.749  8.1857  3.5042  0.0004  -0.0001  -0.0027
Si  8.2265  8.1797  3.38  -0.005  0.0032  -0.0014
Si  1.2879  1.3634  4.676  0.0016  0.0011  0.0048
Si  6.8418  1.2933  4.9328  -0.0016  -0.0002  0.0034
Si  4.0572  4.1125  4.6479  0.0018  0.0011  0.0064
Si  9.5333  4.0556  4.9109  -0.0014  -0.001  0.0048
Si  1.3581  6.8618  4.9091  0  0.0011  0.0037
Si  6.8348  6.7972  4.687  0.0001  -0.0019  0.0037
Si  4.1079  9.555  4.9081  -0.0006  0.0003  0.0043
Si  9.5702  9.5624  4.7524  0.0003  -0.0004  0.0026
Si  2.6143  0.0375  6.1096  -0.0014  -0.0011  -0.0049
Si  8.2275  -0.1421  6.2801  -0.0007  0.0004  -0.003
Si  -0.0219  2.641  6.2062  0.0011  0.0009  -0.0045
Si  5.3726  2.7616  6.0761  0.0008  0.0021  -0.0062
Si  2.7503  5.4226  6.1484  0.0004  -0.0019  -0.006
Si  8.0912  5.4334  6.1876  -0.001  0.0002  -0.0037
Si  -0.005  8.294  6.2396  0.0001  0.0013  -0.0033
Si  5.5693  8.1439  6.163  -0.0003  0.001  -0.0046
Si  3.4691  1.9375  7.1843  -0.0025  0.0019  0.0075
Si  10.0203  0.8239  7.481  -0.0012  0.0003  0.0054
Si  1.7648  3.6528  7.3565  -0.0008  -0.0001  0.0035
Si  6.2044  4.5188  7.3882  -0.0013  -0.0001  0.0054
Si  4.6366  6.3038  7.2615  0.0013  -0.0001  0.0067
Si  9.1649  7.1833  7.3313  -0.0002  0.0001  0.003
Si  0.8911  10.1527  7.5293  0.0018  0.0005  0.0061
Si  7.4128  8.8798  7.5011  -0.0001  -0.0011  0.0062
O  4.5676  6.6053  8.8837  0.0003  -0.0007  -0.005
O  1.3744  3.9772  8.9388  0.0003  -0.0003  -0.0041
O  9.7559  6.5416  8.7413  -0.0005  0.0007  -0.0019
O  1.3028  10.1067  9.1549  -0.0028  0.0007  -0.0072
O  6.0606  4.2124  9.0228  -0.0006  0.0003  -0.0041
O  3.6988  1.6149  8.7724  0.0009  0.0008  -0.004
O  7.1411  8.9638  9.1463  0.001  -0.0003  -0.0054
O  9.6459  1.0761  9.0766  0.0021  -0.0012  -0.0064
O  8.2403  2.5389  22.7328  -0.0015  -0.0001  0.0018
O  10.9721  5.5555  22.6356  0.0027  -0.0008  0.0068
O  5.641  0.0989  22.6317  0.0019  0.0014  0.0058
O  5.3003  5.3955  22.6215  0.0009  0.0024  0.0073
O  2.1378  2.774  22.4958  0.0004  -0.0026  -0.0025
O  3.3337  7.8591  22.4977  -0.0006  -0.0012  0.0062
O  8.3878  8.7405  22.4149  -0.0035  -0.0009  0.0075
O  -0.0819  11.2353  22.7861  0.0042  -0.0011  -0.0092
Si  2.1511  2.9699  12.8847  0  0.0003  0.0031
Si  8.6797  1.3127  10.3654  -0.0032  0.0018  0.005
Si  1.0564  4.5007  15.3365  -0.0006  0.0002  0.0002
Si  7.54  5.5828  12.1933  -0.0001  0.001  0.0027
Si  2.4228  8.172  21.1857  -0.0002  0.0011  -0.0034
Si  5.4108  7.7888  12.4632  0  0.0002  0.0027
Si  9.2612  0.4535  15.5011  -0.0004  0.0004  0
Si  2.9107  -0.0383  16.645  -0.0007  -0.0004  -0.0031
Si  10.4671  1.1551  12.6091  0  -0.0011  0.004
Si  7.7655  2.834  21.2103  -0.0019  0.0029  -0.0032
Si  9.1289  8.7838  14.4637  -0.0018  -0.0001  0.0011
Si  1.4663  4.7735  10.3612  0.0006  -0.0009  0.0044
Si  4.4833  9.4833  19.1132  -0.0014  -0.0003  -0.0038
Si  11.0706  6.1012  21.0961  -0.003  0.0034  -0.0082
Si  6.6147  10.4491  14.8435  -0.0001  0.0005  0.0003
Si  5.3915  0.7333  21.158  0.0002  0.0002  -0.001
Si  2.3434  9.8028  10.3904  0.0011  -0.0006  0.0035
Si  0.4475  10.6345  21.3783  -0.0033  0.0017  -0.004
Si  5.858  5.2621  21.1046  0.0037  -0.0027  -0.0029
Si  3.6359  7.0808  10.108  -0.0007  -0.0007  0.0027
Si  9.0365  5.6873  14.8333  -0.0017  0.0011  0.0032
Si  3.6548  4.0973  19.08  0.0003  -0.0003  -0.0042
Si  10.032  3.6606  19.3001  0.0004  -0.0011  -0.0056
Si  4.2533  8.6703  15.3493  -0.0007  0.0003  0.0005
Si  0.4528  1.9175  17.1466  -0.0002  0.0009  -0.002
Si  6.8014  7.5403  19.2342  0.0003  0.0001  -0.0049
Si  5.2517  3.6269  16.7352  -0.0001  0.0009  -0.002
Si  7.7795  5.0125  17.513  -0.0001  0.0002  -0.0032
Si  6.6573  9.927  10.3743  -0.0017  0.0007  0.0025
Si  4.3782  1.0481  10.1083  0.0029  -0.0014  0.0013
Si  -0.0361  9.0863  11.9093  -0.001  0.0014  0.0039
Si  9.1021  8.6431  20.9325  0.001  0.0009  -0.0069
Si  4.5545  1.6702  14.573  -0.0014  0.0001  0.0032
Si  2.4532  2.0872  21.0337  -0.0002  -0.0001  -0.004
Si  6.3271  3.338  10.3751  0.0018  -0.0007  0.0027
Si  3.4213  5.923  16.7201  0.0014  -0.0017  -0.0029
Si  9.8787  6.5347  10.3588  -0.0009  -0.0014  0.0038
O  0.1341  2.6292  18.5841  -0.0005  0.0002  0.0017
O  2.9209  9.6355  15.5728  0  -0.0003  0.0003
O  10.8515  4.8072  20.138  0.001  0.0036  0.0066
O  7.582  2.4148  9.9299  0.0007  0.0002  -0.0004
O  10.9226  5.3419  10.8089  -0.0005  0.0006  -0.0024
O  6.5951  6.741  12.8575  -0.0002  0.0003  -0.0027
O  10.3171  8.0584  10.7866  0.0002  0.0004  -0.0017
O  7.6655  9.4583  13.9981  0  -0.0005  -0.0006
O  8.4067  6.2076  10.9657  -0.0004  -0.0004  -0.0018
O  5.3429  10.483  20.0679  0.0004  -0.0017  0.0026
O  2.164  3.7304  11.4251  -0.0007  0.0016  -0.0029
O  7.9773  8.5598  19.7555  0.0009  -0.0003  0.0038
O  6.2163  6.7425  20.5426  0  -0.0022  0.0034
O  5.509  2.7182  15.4091  -0.0013  -0.0008  -0.0003
O  1.3109  0.9325  20.6994  0.0009  0.0001  0.001
O  6.0407  9.0584  11.6192  -0.0009  -0.0011  -0.0013
O  4.6098  4.9917  16.1095  -0.0005  -0.0001  0.0019
O  6.583  3.9149  17.641  -0.0007  -0.0008  0.0009
O  10.5212  10.6645  11.8171  0.0004  -0.0003  -0.0007
O  5.5808  0.5005  13.9878  -0.0003  0.0003  -0.0005
O  8.0072  5.0882  15.9205  0.0034  0.0018  -0.0034
O  9.7281  9.815  15.591  0  -0.0005  0.0003
O  -0.4073  5.1477  15.1306  0.0001  0.0004  0.0007
O  1.5803  6.8181  20.8062  -0.0001  -0.0011  0.003
O  1.5  0.6374  17.1751  -0.0003  0  0.0015
O  6.5978  1.7709  20.7943  0.0019  0.0008  0.0036
O  1.0142  1.7871  12.8364  -0.0018  -0.0007  -0.0012
O  3.2341  5.5067  18.3202  -0.0001  0.0004  0.0018
O  9.5301  2.0119  11.5836  -0.0007  -0.0006  -0.0027
O  1.0126  3.1005  16.1762  -0.001  0.0001  0.0008
O  8.581  5.1448  13.3691  -0.0011  0.0005  -0.0014
O  10.2783  8.5766  13.3196  0.0011  0.0006  -0.0023
O  1.4493  9.3899  21.6573  0.0037  -0.0041  0.0002
O  10.0653  9.967  20.6402  0.0004  -0.0003  0.0035
O  3.1804  0.2059  10.8777  0.0001  0.0004  -0.0024
O  5.0774  2.3531  10.8317  -0.0009  -0.001  -0.0036
O  1.732  4.1562  13.9079  0.0001  -0.0006  -0.0016
O  7.9109  10.8725  10.8484  0.0002  0.001  -0.0023
O  9.1285  4.4634  18.2194  0.0004  -0.0008  0.0023
O  5.6312  9.4985  15.7662  -0.0003  -0.0001  0.0011
O  5.5281  -0.0334  9.7299  -0.0037  0.003  -0.0007
O  3.5926  2.3148  13.3929  -0.0003  0.0003  -0.0006
O  1.9683  5.6471  16.0453  -0.0004  -0.0008  0.0011
O  9.713  1.0475  14.0462  0.0007  0.0009  -0.0015
O  4.3926  6.9367  11.5279  0.0012  0.0001  -0.0017
O  4.7513  4.4988  20.2095  0.001  -0.0002  0.0024
O  9.9464  1.3411  16.6582  0.0004  -0.0006  0.0001
O  6.6609  4.3188  11.6406  0.0002  0.0004  -0.0021
O  5.5926  8.4116  18.5662  0  -0.0002  0.0021
O  9.0815  2.7334  20.2605  -0.0025  -0.0003  0.0051
O  3.6039  1.1389  15.7801  0.0017  0.0018  -0.0009
O  4.2088  3.0815  17.9036  0.0006  0.0001  0.0014
O  9.9333  7.2421  20.8817  0.0014  -0.0048  0.005
O  3.3435  8.6569  9.8125  -0.0012  0.0009  0
O  3.927  7.4315  16.3701  0  -0.0006  0.0008
O  7.6272  0.4821  15.7031  0.0002  0.0003  0.0009
O  8.9161  7.2982  15.0493  -0.0003  -0.0028  -0.0005
O  3.9362  1.45  21.1662  -0.0004  0.0008  0.001
O  1.5911  9.1352  11.6961  -0.0023  0.0018  -0.002
O  2.3195  6.1447  10.1615  0.0003  -0.0009  -0.0009
O  7.3636  6.4627  18.1474  0  0.0003  0.0023
O  7.2209  4.3672  21.1151  -0.0039  -0.0001  0.0027
O  4.5421  8.2379  13.788  0.0008  -0.0008  -0.0026
O  3.3403  8.6475  19.9402  0.0017  0.0001  0.0022
O  2.4949  3.2593  19.8909  0.0002  -0.0001  0.0031
O  3.7355  10.3685  17.9649  0.0002  0  0.0019

Results
free energy: -135411.358 eV
free energy less fixed offsets of As -4856.12, O -568.88, Si -635.61 eV per atom: -6.558 eV

The program warned: the cutoff lies below the one the program advises for these potential files; the exchange-correlation potential is rough where the density is thin.
